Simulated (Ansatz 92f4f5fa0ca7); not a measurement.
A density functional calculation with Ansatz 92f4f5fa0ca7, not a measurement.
Periodic cell of 192 atoms, Si128O64, from a study of silicon, its oxide and their interface. The atomic structure is a simulated model.
This geometry differs little from another in the collection (a relaxation step or a small displacement).

Settings
functional: r2SCAN
potential files: Ansatz PAW
basis: plane waves
wave-function cutoff: 800 eV
density cutoff ratio: 5
exchange-correlation grid ratio: 1
k mesh: 1 x 1 x 1, shifted by 0.5 0.5 0 of a step
self-consistency stop: 1e-10 eV per atom in the density residual
occupations: fixed
spin: none
net charge: 0

Cell vectors (angstrom)
a 10.887 0 0
b 0 10.887 0
c 0 0 28.5212

Atoms and the computed forces on them: element, x, y, z (angstrom), force x, y, z (eV/angstrom)
Si -1.0962 3.1281 -3.3192 -0.0015 0.0038 -0.0123
Si 6.8145 4.3724 -11.0295 0.0061 0.0147 0.0838
Si 4.1113 7.3977 -1.9012 0.0047 0.0048 -0.011
Si 3.8709 6.1039 -7.3291 0.0036 -0.0029 0.0178
Si 3.9749 -1.2663 1.8559 0.0164 0.0428 -0.0345
Si 10.9625 2.8842 2.5719 -0.0107 -0.0024 0.0031
Si -0.7936 4.7434 1.3004 0.0053 0.0065 -0.0161
Si 9.4726 11.1998 -0.9309 0.0044 0.0159 -0.0279
Si 5.7773 1.0961 1.0591 -0.0096 0.0011 -0.0112
Si 4.633 2.805 -4.2441 0.0007 0.0013 -0.0068
Si 2.4238 8.3336 0.5617 0.0082 0.0022 -0.024
Si 1.9577 12.7916 1.5048 0 -0.0008 -0.0152
Si 8.4499 -5.0645 -4.0214 0.0101 -0.0137 -0.0105
Si 8.8847 3.1642 -1.1298 0 0.0036 -0.0072
Si 5.5443 8.1863 2.7765 -0.0008 -0.0037 0.0004
Si 9.0924 9.1844 1.5345 0.0003 -0.0029 -0.0115
Si 1.549 -0.0327 -0.9428 0.0028 -0.0075 -0.0162
Si 5.1952 2.7784 2.603 0.0045 0.0023 0.0005
Si -0.0664 8.1864 2.7726 0.0052 0.0069 -0.0035
Si 2.6043 5.475 2.7905 0.009 -0.0012 -0.0041
Si 1.0251 6.5789 1.4812 -0.0033 -0.0011 -0.0067
Si 8.1217 -0.0469 2.8009 -0.0089 0.0163 -0.019
Si 7.1245 7.3697 -1.7862 0.0103 0.0021 -0.02
Si 8.2769 5.6029 2.6025 -0.0028 -0.0067 -0.0029
Si 1.335 4.1039 4.1831 -0.0029 -0.0021 0.002
Si 4.1042 1.4936 4.2663 -0.0016 0.0034 -0.0046
Si 1.2735 9.5818 4.1339 -0.0041 -0.0084 -0.002
Si 4.1187 6.7874 4.0405 -0.0011 -0.0031 -0.0061
Si 6.8054 4.0971 3.8316 -0.0007 0.0079 -0.0027
Si 9.5474 1.4464 3.9447 0.0027 -0.0002 -0.0044
Si 6.7765 9.5729 4.2363 -0.0053 0.0017 -0.0102
Si 9.5031 6.8606 4.1825 0.0019 0.0003 0.0038
Si -0.0783 0.0529 5.4458 -0.0031 -0.0092 0.0041
Si 2.6941 2.7776 5.5703 0.0024 0.0072 -0.0035
Si -0.0224 5.473 5.5026 0.003 0.0028 0.0043
Si 2.7255 8.1779 5.3915 -0.0027 -0.0038 0.0004
Si 5.4303 0.0595 5.5524 0.0028 -0.0063 -0.0056
Si 8.1423 2.7671 5.3092 0.0015 0.0011 0.0011
Si 5.4735 5.39 5.356 0.0005 -0.0041 0.0022
Si 8.1538 8.1912 5.5394 -0.001 0.006 0.0071
Si 1.3395 1.3401 6.8209 0 0.0026 -0.003
Si 4.1275 4.1089 6.8402 -0.0036 0.0038 0.0007
Si 1.3919 6.8216 6.8143 0.0007 -0.0013 0.0021
Si 4.0557 9.5187 6.8001 0.0012 -0.0043 0.0014
Si 6.8575 1.4085 6.8106 0.0034 0.0043 0.0003
Si 9.4844 4.0731 6.7642 -0.0018 -0.0026 0.0008
Si 6.7948 6.7492 6.7776 0.0028 0.0021 -0.0004
Si 9.5278 9.5491 6.8633 0.0065 0.0057 0.0014
Si -0.031 2.7058 8.1207 0.0025 -0.0011 -0.0044
Si 2.7015 -0.0377 8.1713 0.0013 0.0035 0.0021
Si 0.0331 8.1659 8.2015 -0.0026 0.001 0.0002
Si 2.756 5.4571 8.1821 0.0043 -0.0009 0.0006
Si 5.4762 2.7246 8.2029 0.0003 -0.0002 -0.002
Si 8.1737 0.0192 8.2006 0.0005 -0.0035 0.0021
Si 5.4418 8.1291 8.1035 0.0009 -0.0027 -0.0003
Si 8.1688 5.4215 8.1581 0.0013 0.0019 -0.0007
Si 1.3587 4.0341 9.4618 -0.0004 -0.0012 -0.0002
Si 4.0987 1.2955 9.5118 -0.0006 0.0012 0.0011
Si 1.3966 9.5015 9.5822 -0.0018 0.0002 0.0001
Si 4.1323 6.8092 9.5165 0.003 0.0025 -0.0004
Si 6.8666 4.0677 9.5579 -0.0001 0.001 -0.0001
Si 9.5826 1.3411 9.5365 0.0029 0.0026 -0.0008
Si 6.8085 9.4591 9.4755 0.0033 0.002 -0.0016
Si 9.5447 6.7596 9.5297 0.0031 -0.0001 0.0001
Si 0.0266 -0.0253 10.9295 0.0009 0.0014 0.0013
Si 2.6743 2.6321 10.8262 -0.0019 -0.0026 -0.0003
Si 0.0282 5.359 10.8643 -0.0026 -0.0039 -0.002
Si 2.7971 8.1325 10.9022 0.0026 0.0013 0.0018
Si 5.4541 -0.1161 10.8555 -0.0029 -0.0054 -0.0001
Si 8.2519 2.686 10.8941 0.0008 0.0022 0.0026
Si 5.5135 5.4691 10.865 0.0023 -0.0015 0.0048
Si 8.1799 8.14 10.8786 -0.0008 -0.0032 0.0012
Si 1.3818 1.2885 12.337 0.0043 0.0023 -0.0015
Si 4.1016 4.0206 12.0195 0.002 0.0038 0.0014
Si 1.428 6.7167 12.1558 0.0019 -0.0033 -0.0046
Si 4.1375 9.4513 12.3299 -0.0029 0.0048 0.0024
Si 6.9159 1.2027 12.1098 0.007 -0.0047 -0.0002
Si 9.6236 3.9923 12.315 -0.0023 0.0089 0.0047
Si 6.8635 6.8016 12.3064 0.0073 0.002 0.0021
Si 9.5507 9.4777 12.2539 -0.0056 0.005 -0.0024
Si 0.042 2.6049 13.794 0.0044 -0.004 0.0045
Si -0.4464 -0.6937 16.373 -0.0044 0.0021 0.0088
Si 0.0737 8.0626 13.4952 -0.0013 -0.0001 0.0043
Si 2.805 5.3155 13.4387 -0.0008 0.0065 0.0121
Si 5.4678 2.589 13.2079 0.0003 0.0017 0.002
Si 6.7726 3.8905 14.5696 -0.0001 -0.0061 0.0231
Si 5.5293 8.1497 13.7614 0.0021 0.0013 0.0034
Si 8.2627 5.4042 13.6051 0.005 -0.0029 -0.0051
Si 0.3483 3.2573 20.8706 -0.0005 -0.0054 0.0282
Si 2.7366 -0.1161 13.6967 -0.0006 0.0021 0.003
Si 1.3358 9.337 15.0248 0.0005 0.0054 0.0016
Si 1.9034 3.6868 25.2661 0.0074 -0.0015 -0.0157
Si 7.6076 2.4102 16.1999 -0.0035 -0.0029 -0.0432
Si 2.9151 -1.1358 25.134 0.0013 0.0031 -0.0157
Si 8.2067 10.8369 13.6624 0.0105 -0.0005 0.0011
Si 4.1122 6.6301 14.8856 -0.0071 -0.0008 0.0046
Si -1.3923 1.2511 15.2118 0.0024 -0.0097 -0.002
Si 3.4588 3.0832 16.0516 -0.0056 -0.0114 0.018
Si -2.1446 8.4459 16.2801 -0.0023 0.0067 0.0004
Si -5.7822 15.6768 15.9404 0.0122 0.0055 -0.038
Si 5.3996 3.7591 20.1838 0.0094 0.0013 0.0274
Si 6.9117 -1.3492 15.187 0.0023 0.0049 0.0068
Si 11.486 5.6948 16.1996 0.007 -0.002 -0.0016
Si 9.7041 6.7296 14.9536 0.0049 0.0018 0.0007
Si -41.381 11.6829 20.6045 -0.0002 0.0009 0.0186
Si -9.3139 25.7675 14.9566 -0.0007 0.0006 0.0044
Si -9.6434 5.5391 22.9093 -0.0043 0.0023 0.0073
Si -2.5127 20.7075 25.3558 0.0042 -0.0009 -0.0149
Si 21.9915 9.7397 19.4284 -0.0008 0.0069 0.028
Si -11.3775 -3.7317 22.7447 0.0016 -0.0029 0.014
Si 25.6292 15.217 27.5129 -0.0042 0.0072 -0.0361
Si 10.9933 -11.8637 23.6704 -0.0015 -0.0013 0.0012
Si 0.2786 5.3613 18.5478 0.0014 -0.0011 0.0316
Si -3.4982 -14.3347 29.9061 0.0089 -0.0101 -0.0117
Si -17.5117 12.2205 14.7452 0.0037 -0.0085 0.0026
Si -2.3703 -3.9286 18.1077 -0.0039 -0.0296 0.0152
Si -6.4938 11.1329 22.7929 0.0062 0.0007 0.0004
Si 3.4686 14.72 29.8989 -0.0062 -0.0009 -0.0051
Si -5.1082 24.708 27.0598 0.0007 -0.0046 -0.0242
Si 4.1646 -9.394 18.5762 -0.0151 0.0028 0.025
Si -3.6558 -11.5607 22.5373 0.0008 0.0032 0.0014
Si -8.2314 0.2013 31.541 0.0096 -0.0034 -0.0036
Si -15.7711 26.7558 22.726 -0.0016 -0.0009 0.0059
Si 2.3753 7.4335 19.1331 0.0011 0.0076 0.0239
Si -1.3831 1.4264 22.6104 -0.0009 -0.0014 0.0029
Si -4.9442 0.6197 16.2276 0.0019 -0.0088 0.0081
Si -13.0946 8.1683 20.6414 -0.0006 0.0055 0.0287
Si 13.206 7.4643 16.1372 -0.0083 0.003 0.0157
O 3.0547 -42.9954 -9.2537 0.016 0.0112 -0.0154
O -10.2465 15.1809 -6.4517 -0.0006 -0.0048 -0.0083
O 7.1348 -14.73 -0.2047 0.0027 0.0065 0.0267
O -12.3995 -0.9113 0.1101 -0.0027 -0.0093 0.0252
O -25.0158 -15.6682 -2.6518 -0.0087 0.0049 0.0102
O -23.4853 -19.9951 -0.2939 0.0013 -0.0048 0.0121
O -11.0288 22.2048 -5.5865 -0.0014 0.0026 -0.0013
O -1.2817 26.111 -0.2344 -0.002 0.0026 0.0128
O -20.4966 8.5355 -9.0219 0.0099 -0.0135 -0.0165
O -24.8996 -12.8523 -6.792 0 0.0002 -0.0093
O 16.4205 13.2576 -2.9701 0.0011 0.0107 0.02
O 1.6862 -8.5463 -7.7924 -0.0002 0.0007 -0.0039
O 10.9725 11.1597 -1.5608 -0.0029 -0.0039 0.0142
O -27.7449 -8.6172 -8.7264 -0.0033 -0.0028 -0.0266
O -6.8127 -5.1007 -1.7487 -0.0007 -0.0044 0.0062
O 0.0635 10.3668 -10.5844 -0.0075 -0.0001 -0.0114
O -5.6655 6.2651 22.0908 -0.0081 -0.0006 -0.008
O -12.2552 -25.6799 21.3791 -0.006 0.004 -0.0062
O -7.4969 2.5652 17.6286 0.0042 -0.0053 -0.0093
O 0.0515 -13.0926 22.6275 -0.0027 -0.0052 -0.0053
O -18.7039 -10.5955 21.8571 -0.0055 0.0006 -0.0089
O 4.8843 12.6427 23.0944 -0.0018 -0.0001 0.0012
O 12.4276 20.7208 24.3383 0.0055 -0.0002 -0.0037
O -7.6609 -2.6992 25.5039 0.0064 0.0013 0.0072
O -5.8208 -17.4674 23.8607 0.0007 -0.0072 0.0008
O -8.278 -4.8661 22.1873 0.0057 0.0034 -0.0132
O 8.0844 8.5831 26.3353 -0.0015 -0.0016 0.0046
O 14.4939 29.1234 20.1854 -0.0118 0.0045 -0.0182
O -14.0032 29.2827 19.4573 -0.0026 -0.002 -0.0183
O -7.8474 24.563 24.5467 0.0002 0.0108 0.0062
O -23.1327 15.5427 24.7243 -0.0081 0.0056 -0.0044
O -14.5226 22.4273 30.0945 0.0138 -0.0208 0.0253
O -23.3246 -3.8139 23.9925 0.0005 -0.0019 -0.0051
O 20.0644 -8.681 24.0039 0.005 0.0012 0.0084
O 17.1118 14.747 21.5732 -0.0123 -0.0009 -0.021
O 35.3728 -11.103 26.4618 -0.0043 -0.002 0.0066
O 18.199 -11.8119 24.1492 0.0013 -0.0012 0.0034
O 9.6545 41.9171 19.9333 0.0077 0.0012 -0.0107
O 12.5421 5.0621 24.4245 0.0008 -0.0051 0.0042
O -16.9392 32.4358 29.4077 -0.0108 -0.0173 0.0276
O -8.9852 1.2226 28.5284 0.0054 0.0136 0.0204
O 5.6821 -0.4652 22.1151 0.0038 0.001 -0.0011
O 5.2113 11.4744 17.7268 -0.0017 -0.0026 -0.0092
O 5.7564 -9.2142 28.0708 -0.0003 -0.0194 0.0279
O -18.8463 -3.1393 17.6515 -0.0062 -0.0057 -0.0141
O 9.8574 9.679 24.7716 -0.0027 -0.0003 0.0096
O 13.3215 -17.8929 26.7941 0.0181 0.011 0.0141
O -13.6003 33.2642 22.1817 -0.0006 -0.0006 0.0005
O -11.8165 -19.3923 21.3784 0.0013 -0.0005 -0.001
O -10.0864 -10.9197 20.4245 -0.0022 -0.0071 -0.0096
O 16.5212 -13.9797 26.2997 -0.01 0.0041 0.0068
O 1.6316 -15.7838 19.2051 -0.0088 0.0003 -0.0168
O -3.0663 -5.2297 17.4218 -0.0132 0.0135 -0.0102
O -3.4814 16.3146 23.34 0.0034 0.005 0.0079
O -10.8843 -6.8719 19.4557 -0.0031 0.0102 -0.0182
O 14.9501 10.3637 24.1829 -0.0082 -0.0062 0.0107
O 31.7341 -4.4366 18.6849 -0.0015 -0.0046 -0.0272
O 3.6143 -2.9657 28.0499 -0.0085 -0.0037 0.024
O 8.405 0.2047 26.3666 0.0033 0.0012 0.0157
O 11.3971 13.7632 25.2889 -0.002 0.0002 0.0065
O 6.4349 15.1381 19.0568 -0.0007 0.0114 -0.0343
O 23.2135 -12.3201 28.394 0.0004 -0.0055 0.028
O 36.7644 15.6254 20.3231 0.0025 -0.0004 -0.002
O 7.2936 -29.1319 27.2441 -0.0052 -0.003 0.0087

Results
free energy: -118372.275 eV
free energy less fixed offsets of O -570.45, Si -639.56 eV per atom: 0.205 eV

The program warned: the cutoff lies below the one the program advises for these potential files; the forces do not sum to zero within the program's tolerance; empty levels may hold ghost states of the PAW files; the exchange-correlation potential is rough where the density is thin.
